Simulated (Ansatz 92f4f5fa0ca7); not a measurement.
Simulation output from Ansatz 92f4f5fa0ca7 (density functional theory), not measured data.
Periodic cell of 273 atoms, Si166O106B1, from a study of silicon, its oxide and their interface. The atomic structure is a simulated model.
Doubt: the cutoff is far below the 930 eV that the study's wrapper takes by default for these files, so forces and energies are approximate.
This geometry differs little from another in the collection (a relaxation step or a small displacement).

Settings: functional PBE; potential files Ansatz PAW; basis plane waves; wave-function cutoff 580 eV; density cutoff ratio 5; exchange-correlation grid ratio 1; k mesh 1 x 1 x 1, Gamma-centred; self-consistency stop 5e-08 eV per atom in the density residual; occupations fixed; spin none; net charge -1 e, with a uniform compensating background and no finite-size correction.

Cell vectors (angstrom)
a 11.6015 0 0
b 0 13.3963 0
c 0 0 29.8085

Atoms: element, x, y, z (angstrom)
Si 11.5539 0.1677 22.9212
Si 3.9061 0.1472 23.0547
Si 7.6803 0.1109 23.1714
Si 2.0706 3.4608 22.8926
Si 5.9051 3.6864 23.0043
Si 9.761 3.5347 23.0396
Si 11.6723 6.8771 23.094
Si 3.9619 7.0413 23.2059
Si 7.7992 6.8898 23.2539
Si 2.0364 10.2382 23.2716
Si 5.8622 10.0931 23.3274
Si 9.8511 10.0841 23.252
Si 11.7004 2.3792 23.754
Si 4.0009 2.4044 23.7517
Si 7.7883 2.4122 23.7776
Si 2.0348 5.7107 23.7145
Si 5.8391 5.8103 23.9969
Si 9.7469 5.7286 23.9054
Si 11.7588 9.0395 24.0766
Si 3.9083 9.1356 24.2202
Si 7.8554 9.0813 24.0541
Si 1.9062 12.4968 23.8489
Si 5.7768 12.3751 23.9444
Si 9.6958 12.3859 23.8276
Si 11.6486 2.2783 26.173
Si 3.9162 2.3026 26.1609
Si 7.7602 2.3141 26.1837
Si 1.9798 5.6336 26.1558
Si 5.8237 5.6775 26.3394
Si 9.7098 5.6398 26.2741
Si 11.6734 9.0136 26.412
Si 3.8839 9.0146 26.5194
Si 7.7979 8.9949 26.3875
Si 1.8881 12.3391 26.2681
Si 5.7947 12.3213 26.3016
Si 9.7345 12.3038 26.2448
Si 1.9832 1.1735 27.0027
Si 5.8279 1.1833 27.0102
Si 9.6861 1.1624 26.9783
Si 11.6518 4.498 26.9972
Si 3.887 4.5048 27.0116
Si 7.7588 4.5166 27.0501
Si 1.958 7.8074 27.1289
Si 5.8513 7.888 27.1657
Si 9.7303 7.849 27.1025
Si 11.615 11.222 27.2979
Si 3.8454 11.2798 27.1255
Si 7.7669 11.248 27.0567
Si 1.9034 1.0474 29.3898
Si 5.7948 1.1336 29.402
Si 9.7001 1.0557 29.3773
Si 0.011 4.4467 29.3925
Si 3.8457 4.4496 29.3819
Si 7.7433 4.4683 29.4213
Si 1.9163 7.8552 29.4771
Si 5.8269 7.8227 29.5123
Si 9.707 7.8739 29.4479
B 0.005 11.165 29.3866
Si 3.8096 11.1868 29.4738
Si 7.8063 11.1663 29.4099
Si -0.0092 -0.2672 0.2387
Si 3.8708 0.013 0.434
Si 7.7201 -0.0071 0.3689
Si 1.931 3.2838 0.3513
Si 5.7851 3.3565 0.4108
Si 9.6683 3.304 0.3528
Si -0.0039 6.6761 0.3948
Si 3.858 6.6839 0.382
Si 7.7857 6.7073 0.4238
Si 1.7169 10.1844 0.2692
Si 5.8204 10.0925 0.4009
Si 9.8915 10.178 0.2622
Si 11.5453 -0.0849 2.6179
Si 3.8348 -0.0755 2.8293
Si 7.6678 -0.1027 2.7523
Si 1.924 3.2558 2.7089
Si 5.7474 3.2727 2.8098
Si 9.6049 3.2957 2.7272
Si 11.5713 6.633 2.7547
Si 3.8647 6.61 2.7248
Si 7.7452 6.6392 2.7835
Si 1.8987 10.0129 2.6468
Si 5.825 10.0393 2.7672
Si 9.7018 9.9899 2.6438
Si 11.5519 2.1551 3.3781
Si 3.8091 2.1257 3.6504
Si 7.6814 2.1056 3.5352
Si 1.9041 5.4842 3.4543
Si 5.804 5.5266 3.5604
Si 9.6574 5.5027 3.6054
Si 11.6111 8.8809 3.5231
Si 3.8688 8.8789 3.3648
Si 7.7688 8.893 3.5035
Si 1.8397 12.2171 3.5197
Si 5.7573 12.2143 3.7423
Si 9.63 12.1868 3.4764
Si 11.4784 2.1389 5.7076
Si 3.7249 2.0275 6.0712
Si 7.6074 1.9654 5.9083
Si 1.8782 5.4 5.7886
Si 5.8021 5.466 5.9324
Si 9.6234 5.4345 6.0048
Si 11.6364 8.7924 5.9037
Si 3.9029 8.7935 5.694
Si 7.7831 8.8164 5.8858
Si 1.7741 12.1538 5.8938
Si 5.7177 12.1127 6.2438
Si 9.5827 12.1041 5.8343
Si 1.6272 0.9661 6.7126
Si 5.6687 0.982 7.0023
Si 9.6371 0.9286 6.5673
Si 11.5745 4.2975 6.6896
Si 3.8241 4.3199 6.5557
Si 7.6908 4.1748 6.6174
Si 2.0274 7.6288 6.487
Si 5.8271 7.7443 6.6611
Si 9.7189 7.7026 6.7084
Si 11.4472 10.987 6.7598
Si 3.6477 10.9337 6.6255
Si 7.7619 10.9734 6.8447
O 9.8984 7.892 8.3762
O 9.9006 0.8303 8.2228
O 1.0294 0.9206 8.3039
O 3.0836 10.5549 8.1476
O 5.8165 7.9164 8.3342
O 5.6088 1.1788 8.6953
O 3.7777 4.3342 8.2073
O 7.6386 3.7293 8.2471
O 0.0522 4.2455 8.3682
O 11.1463 10.9405 8.4176
O 8.124 10.7705 8.4897
O 2.3847 7.4858 8.094
O 11.4232 0.1981 21.2328
O 9.7513 3.6403 21.3697
O 4.1417 7.5476 21.6125
O 6.0031 4.182 21.385
O 5.7593 9.75 21.6875
O 2.1566 3.3922 21.2045
O 7.3703 13.4329 21.5255
O 3.9997 0.1442 21.3838
O 7.7486 6.9646 21.5985
O 2.1242 10.1706 21.6149
O 11.5696 6.9926 21.4235
O 10.1609 9.6425 21.6567
Si 11.579 6.4499 11.2688
Si 1.5647 10.3648 16.2538
Si 0.225 3.6811 9.8873
Si 8.0909 12.8573 20.1959
Si 2.8391 10.462 9.7393
Si 2.5755 10.3921 20.077
Si 10.355 3.7083 19.8595
Si 0.2452 12.8033 17.0968
Si 10.8173 0.7005 19.792
Si 3.1552 7.749 16.2228
Si 0.3409 6.4941 19.9244
Si 9.3803 2.5235 14.289
Si 2.9038 2.5448 11.0284
Si 5.1268 11.9872 15.3633
Si 4.9449 8.6817 20.7425
Si 3.6062 -0.3929 11.2788
Si 5.5793 8.89 14.7839
Si -0.1679 11.3138 9.9854
Si 9.4612 10.0117 20.2376
Si 3.454 0.0464 19.8521
Si 7.4667 4.7008 9.5325
Si 2.3674 12.3576 14.1599
Si 6.184 0.5904 10.1289
Si 2.7992 2.9045 19.7697
Si 5.7139 4.4538 13.6472
Si 7.4697 0.2153 15.6048
Si 9.6069 11.3445 15.2002
Si 1.9842 6.5683 13.5354
Si 2.8355 3.5308 14.0043
Si 11.7097 9.169 18.4273
Si 11.2272 0.8726 9.1793
Si 9.125 7.3238 9.6902
Si 8.6738 8.5588 14.5683
Si 4.7743 7.1714 12.331
Si 2.9761 5.6285 18.7492
Si 2.5383 7.4039 9.6898
Si 6.2619 8.4305 9.8149
Si 4.3308 4.7626 9.6514
Si 9.3587 10.4962 12.268
Si 5.9471 13.0297 17.9813
Si 7.9858 4.9389 18.3695
Si 8.3027 5.4103 15.2032
Si 7.3299 11.0731 9.9003
Si 5.3932 4.2055 19.8694
Si 0.781 1.4919 15.0365
Si 7.5557 7.5324 20.0979
Si 7.6422 2.7914 11.8547
O 3.4526 6.0839 10.091
O 1.9414 2.6608 15.0717
O -0.3657 12.9431 10.1539
O 8.367 8.9024 19.8313
O 2.4238 1.3139 19.5267
O 8.1494 5.3075 16.8049
O 2.7332 11.9811 19.7113
O 7.1532 8.7637 15.116
O 1.282 0.1877 14.1714
O 4.4046 3.8214 14.4357
O 4.2418 3.4168 10.6131
O 10.9481 2.0803 14.4856
O 11.3819 4.8428 10.9587
O 10.8394 12.0199 16.0435
O 8.9335 6.9094 14.7671
O 1.7815 3.3571 10.1999
O 8.4657 5.9267 9.207
O 11.1476 2.2983 19.5429
O 5.4097 7.6124 10.9116
O 11.4236 7.5926 18.8029
O 7.8683 8.2607 10.1284
O 10.135 7.158 10.9644
O 9.2153 4.113 14.7234
O 8.8406 11.4699 20.5282
O 10.5819 10.5203 11.1613
O 8.3571 12.24 15.7577
O 4.444 2.8815 19.8001
O 4.6572 0.2187 18.7611
O 10.4885 10.0912 18.9795
O 6.7951 0.6904 17.036
O 0.5148 6.7458 12.8061
O 1.0505 7.1384 10.2729
O 3.1402 7.1832 12.5439
O 3.9584 9.5664 19.7945
O 6.7861 5.2006 14.6213
O 0.5735 0.9135 16.5473
O 1.5427 11.7835 17.1107
O 5.379 8.3172 13.2921
O 2.9752 12.3741 12.6466
O 6.4305 3.2053 12.8787
O 2.7927 9.3194 16.5803
O 5.9994 7.8963 19.7772
O 1.9612 6.3959 19.7651
O 1.4607 9.6837 19.15
O 9.4763 9.7133 15.4665
O 3.0986 8.8893 10.1832
O 8.9876 9.0396 13.0039
O 2.1455 7.3118 14.9887
O 9.1517 3.8833 18.7805
O 4.7275 7.9032 15.7834
O 7.241 1.5959 10.84
O 8.1155 6.369 19.1235
O 5.9107 5.1644 9.6307
O 6.9908 -0.9264 19.0779
O 11.058 2.2448 10.0806
O 8.9699 2.3879 12.7121
O 9.703 11.5052 13.545
O 6.577 4.202 18.75
O 6.0412 10.0502 9.9475
O 1.3522 10.8376 10.2672
O 5.1621 10.472 14.7567
O 1.6865 10.9108 14.67
O 11.3604 13.0848 18.6216
O 5.4371 11.848 16.9672
O 8.0941 10.9785 11.3495
O 11.3149 5.0137 19.6615
O 8.3636 1.4831 15.0835
O 2.4302 4.0489 18.6073
O 3.7469 11.6935 10.3219
O 9.1827 0.577 19.7258
O 2.7672 2.6505 12.6419
O 3.6413 12.6293 15.1487
O 7.9972 4.0809 10.9318
O 5.1117 0.2497 11.3274
O 4.4356 5.4935 19.4819
O 6.197 13.063 14.6892
O 3.0536 6.5699 17.381
O 2.777 0.9293 10.7155
O 0.2895 9.4504 16.8084
O 5.2318 5.6278 12.6187
O 2.131 4.9707 13.779
O 6.9029 12.6115 9.7105

Results
free energy: -165959.290 eV
free energy less fixed offsets of B -154.04, O -568.88, Si -635.61 eV per atom: 7.290 eV

Forces (eV/angstrom), in the order of the atoms: element, x, y, z
Si -0.0108 0.0284 -0.0174
Si 0.0224 0.0202 -0.0247
Si -0.0323 0.0215 -0.0094
Si 0.0097 -0.0133 -0.0226
Si -0.0079 0.0189 -0.0171
Si 0.0123 -0.0037 -0.0105
Si -0.0005 -0.0351 -0.0207
Si -0.0148 -0.0098 -0.0099
Si 0.0164 0.0042 -0.0009
Si 0.0355 -0.0255 -0.0114
Si 0.0133 0.0103 0.0001
Si -0.0185 -0.0252 -0.008
Si -0.0095 -0.0079 0.0173
Si -0.0133 -0.0028 0.0091
Si 0.0132 -0.0004 0.0046
Si 0.0126 0.0256 0.0108
Si 0.0041 0.0076 0.0051
Si -0.0109 0.0175 0.0071
Si -0.0086 0.0224 -0.014
Si -0.0052 0.0032 0.0024
Si -0.0101 -0.0046 0.0141
Si -0.0125 -0.016 0.0136
Si -0.0065 -0.0292 -0.0041
Si 0.0388 -0.0141 0.0105
Si 0.003 0.0012 -0.0239
Si 0.0096 -0.0028 -0.018
Si -0.0208 -0.0049 -0.0158
Si -0.0038 -0.0343 -0.0164
Si -0.0028 -0.012 -0.0137
Si 0.0034 -0.0261 -0.0163
Si -0.0003 -0.0334 0.0114
Si 0.0157 -0.0001 -0.0341
Si -0.0041 0.0051 -0.0311
Si -0.0082 0.0276 -0.0144
Si 0 0.0316 -0.0225
Si -0.0238 0.0327 -0.0243
Si -0.0133 -0.0066 0.0268
Si -0.0012 -0.0011 0.0248
Si 0.0236 -0.0101 0.0235
Si 0.0023 0.0092 0.0304
Si -0.0058 0.0151 0.0212
Si 0.0078 0.022 0.0129
Si -0.0133 0.014 0.0178
Si -0.0004 -0.0014 0.0151
Si 0.0032 0.0064 0.0209
Si 0.0261 0.0054 0.0149
Si -0.0055 -0.022 0.0231
Si 0.0104 -0.0246 0.0397
Si 0.0133 0.0099 -0.0391
Si 0.0151 0.0257 -0.0317
Si 0.0075 0.0064 -0.0474
Si 0.0195 0.0071 -0.0359
Si 0.0114 0.0055 -0.0285
Si 0.0105 -0.0048 -0.0202
Si -0.0082 -0.0057 0.0003
Si 0.0104 -0.0041 0.0099
Si 0.0396 -0.0036 0.0018
B -0.0285 0.0292 -0.0729
Si 0.0064 0.0711 -0.0207
Si -0.0108 0.0566 -0.0327
Si 0.0057 0.0383 0.0186
Si -0.0228 -0.0398 0.0355
Si -0.0253 -0.0415 0.0321
Si -0.0149 -0.0072 0.0102
Si -0.0132 -0.0068 0.023
Si -0.0095 0.0093 0.023
Si -0.0194 0.0206 0.0162
Si -0.0095 -0.003 -0.0023
Si -0.0099 0.0051 0.0087
Si 0.0315 -0.0761 0.0542
Si 0.0153 -0.0347 0.0178
Si -0.018 -0.0598 0.0552
Si 0.0016 -0.0352 0.0233
Si 0.0049 0.0052 -0.0111
Si -0.0049 0.0038 -0.0059
Si 0.0184 -0.0142 -0.001
Si -0.0022 -0.0106 -0.0096
Si -0.0122 -0.0159 0.0002
Si -0.0048 -0.0015 -0.0066
Si -0.0028 0.0013 0.0037
Si 0.0105 -0.0015 0.0018
Si -0.0221 0.0218 0.0053
Si 0 0.022 0.001
Si 0.0118 0.0126 -0.0018
Si 0.0013 0.0268 -0.0195
Si -0.0109 0.0049 -0.0053
Si 0.007 0.0098 0.0066
Si -0.0096 0.0093 0.0001
Si 0.0011 -0.0003 0.0103
Si 0.0057 0.019 0.0029
Si -0.0032 -0.0054 -0.0104
Si 0.0055 -0.02 0.009
Si 0.0079 -0.0143 0.0005
Si 0.002 -0.001 -0.0213
Si -0.0023 -0.0028 -0.0021
Si 0.0024 -0.0063 -0.0207
Si 0.0052 -0.0144 0.0108
Si 0.0059 -0.0044 -0.0036
Si 0.0042 -0.0071 -0.0081
Si -0.0022 0.0077 -0.0002
Si -0.0087 -0.0108 -0.0112
Si -0.0012 0.0021 -0.0054
Si 0.0029 0.0301 -0.0062
Si -0.0096 0.0113 -0.006
Si 0.0002 0.0054 -0.0067
Si -0.0202 -0.0032 0.0032
Si 0.0067 0.0041 -0.0041
Si 0.0273 -0.0009 -0.0008
Si 0.0004 0.0162 0.0045
Si -0.0011 0.0047 0.0171
Si -0.0294 0.0212 0.0068
Si -0.0044 -0.0026 0.0099
Si 0.0161 0.0114 0.015
Si -0.0008 -0.001 0.0124
Si 0.0094 -0.0351 0.0041
Si 0.0062 0.0024 0.0253
Si -0.0038 -0.0236 0.0178
Si -0.0024 -0.0152 0.005
Si 0.013 -0.0142 0.0143
Si -0.0271 -0.0046 0.0307
O 0.0053 0.0135 -0.017
O 0 -0.0055 -0.0059
O 0.0104 -0.0018 -0.0048
O 0.0048 0.0034 -0.0132
O -0.006 -0.0057 -0.0177
O -0.0029 -0.0004 -0.0098
O -0.0119 -0.0065 -0.0063
O 0.0049 -0.0073 -0.003
O 0.0006 0.0077 -0.0157
O 0.0027 0.0013 -0.0112
O 0.0091 -0.0056 -0.0234
O -0.0048 0.0148 -0.0073
O 0.0086 -0.0129 0.0173
O -0.0093 -0.0032 0.0046
O 0.0001 0.0005 -0.0014
O 0.0079 -0.0076 0.0158
O -0.0027 0.0068 0.0024
O -0.0128 0.0037 0.0173
O 0.0066 0.0042 0.0207
O 0.0011 -0.0029 0.0197
O -0.0002 -0.0013 -0.0111
O -0.013 0.0078 0.0233
O -0.0019 0.0104 0.0059
O 0.0069 0.0114 0.0029
Si -0.0017 -0.0027 -0.0319
Si -0.0003 -0.0001 0.0245
Si 0.0069 0.0051 -0.0229
Si 0.0006 -0.0153 0.0009
Si 0.0028 0.0065 -0.0183
Si -0.0045 -0.002 0.0114
Si 0.003 0.0058 0.0202
Si 0.0028 -0.0069 0.0103
Si -0.0029 0.0012 0.0114
Si 0.001 0.0052 0.0165
Si 0.0122 0.0024 0.0231
Si 0.0009 0.0013 -0.0021
Si 0.008 -0.0023 -0.0361
Si -0.0026 0.0001 0.0051
Si 0.0056 -0.0077 0.0122
Si -0.0032 0.0048 -0.0313
Si -0.0006 0.0007 0.0013
Si -0.0045 -0.0016 -0.0241
Si 0.0001 0.0001 0.013
Si -0.0044 -0.0012 0.0117
Si -0.0041 0.0046 -0.016
Si -0.0011 -0.0008 -0.004
Si 0.0048 -0.0012 -0.0227
Si 0.0068 0.0034 0.0194
Si -0.0012 0.0043 -0.0174
Si -0.0002 -0.0057 0.0071
Si -0.0021 0.0007 0.0112
Si 0.0068 -0.0017 -0.0131
Si -0.0003 0.0026 -0.0072
Si -0.001 -0.0012 0.0295
Si -0.0021 0.0005 -0.011
Si -0.0092 -0.0121 -0.0191
Si 0.0017 0.0037 0.0018
Si 0.0011 -0.003 -0.0178
Si -0.0043 0.0042 0.034
Si -0.0034 -0.0095 -0.0238
Si 0.0028 0.0051 -0.0177
Si 0.0099 -0.0049 -0.0283
Si -0.0034 -0.0054 -0.017
Si 0.0024 -0.0033 0.014
Si -0.0001 0.0016 0.0333
Si 0.0011 0.0031 -0.0042
Si -0.0081 0.007 -0.018
Si -0.0094 0.0078 0.0145
Si 0.0001 -0.0018 0.0015
Si -0.007 -0.0033 0.0346
Si -0.0014 0.0041 -0.0333
O -0.0032 0.0078 0.0177
O 0.0009 0.0014 -0.003
O 0.0023 0.005 0.0174
O 0.0015 -0.0009 -0.0169
O 0.0022 -0.0026 -0.0186
O -0.0006 -0.001 -0.002
O 0.0016 0.0028 -0.0183
O -0.002 -0.0021 -0.0035
O -0.0013 0.0023 0.0055
O -0.0009 -0.0013 0.0027
O -0.0031 0.0055 0.0197
O -0.0008 0.0002 0.0012
O -0.0002 -0.0053 0.0161
O 0.0049 0.003 -0.0065
O 0.0005 -0.0033 0.0016
O -0.0113 0.0014 0.0197
O 0.0011 0.0027 0.0153
O -0.0019 -0.0022 -0.0186
O 0.0073 0.0104 0.0061
O -0.0003 -0.0034 -0.0125
O -0.0001 -0.0001 0.018
O -0.0029 0.0033 0.0146
O -0.0006 -0.001 0.0022
O 0.0004 0.004 -0.0147
O 0.0073 0.0046 0.0089
O -0.0013 0.0027 -0.0076
O 0.0011 -0.0009 -0.0171
O -0.0113 0.0028 -0.0055
O -0.0089 0.0002 -0.009
O -0.0008 -0.001 -0.007
O -0.006 -0.0001 0.0063
O 0.0088 0.0051 0.0154
O 0.0008 0.001 0.0137
O 0.0004 -0.0008 -0.0156
O -0.0006 -0.0019 0.006
O -0.0009 -0.0001 -0.0076
O -0.0005 0.0034 -0.0156
O -0.0019 -0.0019 0.0055
O 0.0038 0.0011 0.0057
O 0.0037 -0.0023 0.011
O 0.0013 -0.0018 -0.0129
O -0.0019 0.0053 -0.0141
O -0.0052 0.0019 -0.0186
O 0.0145 0.0061 -0.0131
O 0.0016 0.0009 -0.0069
O 0.001 0.0026 0.021
O 0.0008 0.0024 0.006
O -0.0021 -0.0016 -0.0036
O 0.0074 -0.0029 -0.0153
O 0.0006 -0.0018 -0.0072
O -0.0045 -0.0058 0.0157
O 0.002 0.0084 -0.0166
O -0.0001 -0.0001 0.0148
O 0.0147 0.0013 -0.004
O 0.001 -0.01 0.0135
O -0.0029 0.001 0.0124
O 0.0019 0 0.0032
O -0.0035 -0.0024 -0.0155
O -0.0006 -0.0061 0.0208
O -0.0021 0.0004 0.0206
O -0.0009 0.0015 0.0019
O 0.0001 0.0022 0.0008
O -0.0046 0.011 -0.0019
O -0.0001 0.0055 -0.0062
O -0.0059 0.0009 0.0078
O -0.0029 -0.0056 -0.0179
O 0.0007 0.0031 -0.0028
O 0.0027 -0.0067 -0.0124
O -0.0047 -0.0151 0.0189
O -0.0038 -0.0049 -0.0136
O 0.0004 -0.0033 0.0045
O -0.0015 -0.0022 -0.0023
O -0.0005 0.0023 0.0118
O 0.0037 -0.0002 0.0149
O 0.0064 -0.0065 -0.0212
O -0.0012 0.0019 0.0047
O 0.0002 -0.0057 -0.0084
O -0.0011 0 0.0228
O -0.0026 -0.0012 -0.0044
O -0.003 0.0054 0.0133
O -0.0017 0.0012 0.0056
O 0.0029 -0.0032 0.0194

The program warned: the cutoff lies below the one the program advises for these potential files; the exchange-correlation potential is rough where the density is thin.
